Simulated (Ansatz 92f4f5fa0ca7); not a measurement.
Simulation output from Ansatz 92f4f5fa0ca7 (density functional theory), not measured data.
Periodic cell of 222 atoms, Si131O89P2, from a study of silicon, its oxide and their interface. The atomic structure is a simulated model.
Doubt: the cutoff is far below the 930 eV that the study's wrapper takes by default for these files, so forces and energies are approximate.
This geometry differs little from another in the collection (a relaxation step or a small displacement).

Settings
functional: PBE
potential files: Ansatz PAW
basis: plane waves
wave-function cutoff: 580 eV
density cutoff ratio: 5
exchange-correlation grid ratio: 1
k mesh: 1 x 1 x 1, Gamma-centred
self-consistency stop: 5e-08 eV per atom in the density residual
occupations: fixed
spin: none
net charge: 0

Cell vectors (angstrom)
a 10.938 0 0
b 0 10.938 0
c 0 0 32.1988

Atoms and the computed forces on them: element, x, y, z (angstrom), force x, y, z (eV/angstrom)
Si 10.4668 0.2787 24.8124 0.0197 -0.0351 -0.0128
Si 5.7025 10.6479 24.7274 0.0119 0.0039 -0.0028
Si 2.5186 2.9442 24.6504 0.0026 -0.0076 -0.001
Si 8.3552 2.5858 24.922 0.0151 -0.0206 0.0032
Si 0.3324 5.2345 24.7528 0.005 0.0039 -0.0139
P 5.0915 5.7859 24.7977 -0.0029 -0.003 -0.0025
P 2.9383 8.0781 24.3534 -0.1233 0.08 -0.0073
Si 7.9179 8.3954 24.7336 0.0047 -0.0018 -0.0055
Si 1.3283 1.3556 25.9739 -0.0015 -0.0033 -0.0137
Si 6.8081 1.295 26.1379 -0.0047 0.0001 -0.0036
Si 4.128 4.0999 26.0264 -0.008 -0.0022 -0.0029
Si 9.6568 4.1242 26.1243 0.0013 0.0088 0.0044
Si 1.5057 6.9326 25.9255 0.0139 -0.0008 -0.0196
Si 6.7766 6.7531 26.0382 -0.0041 0.013 -0.0108
Si 4.0466 9.4448 25.9362 0.0032 0.0013 -0.0209
Si 9.4494 9.5604 26.1432 0.0121 0.0071 -0.0164
Si 2.7256 -0.0395 27.3053 -0.0141 0.0016 -0.0058
Si 8.1577 -0.0202 27.5492 -0.0008 -0.0044 0.0267
Si 0.0303 2.6982 27.4595 -0.0037 -0.0043 0.0224
Si 5.4413 2.7085 27.4188 0.0114 0.0015 -0.0014
Si 2.7538 5.4998 27.3844 0.0002 0.0031 0.0172
Si 8.2256 5.4756 27.4113 -0.0047 -0.0135 0.0023
Si 0.0242 8.1876 27.3452 0.0005 0.0127 -0.0098
Si 5.4273 8.1616 27.402 -0.0075 -0.0017 0.0161
Si 4.0614 1.3342 28.7463 0.0024 -0.0025 -0.0005
Si 9.58 1.358 28.8338 -0.0011 -0.0002 -0.0234
Si 1.3855 4.113 28.7716 -0.0047 -0.0003 -0.0097
Si 6.8413 4.0901 28.7645 -0.0024 0.0005 0.0043
Si 4.0951 6.8212 28.8026 -0.0018 0.0024 -0.0047
Si 9.5913 6.8446 28.7612 0.0088 0.0008 -0.0028
Si 1.3671 9.5682 28.7338 -0.0016 -0.0012 0.0067
Si 6.7773 9.5291 28.8221 0.003 0.0124 -0.0092
Si 0.0175 -0.0186 30.152 0.001 0.0015 0.0017
Si 5.4412 0.0038 30.1524 -0.0016 -0.0034 0.0031
Si 2.7378 2.7317 30.137 -0.0069 -0.0018 0.002
Si 8.2017 2.7379 30.1563 0.0019 -0.0021 0.0016
Si 0.0053 5.4681 30.1408 -0.0017 -0.0012 0.0015
Si 5.4781 5.4583 30.1473 0.0029 0.0012 0.001
Si 2.7239 8.21 30.1388 0.0045 -0.0033 0.0019
Si 8.21 8.192 30.1465 -0.0009 0.0056 0.003
Si 1.3673 1.3673 31.515 0.0338 0.0169 -0.0209
Si 6.8362 1.3673 31.515 -0.0492 0.0064 -0.0685
Si 4.1018 4.1018 31.515 0.0693 -0.104 -0.0281
Si 9.5708 4.1018 31.515 0.0166 0.0738 -0.0282
Si 1.3673 6.8362 31.515 -0.0045 0.0567 -0.0794
Si 6.8362 6.8362 31.515 0.0843 -0.0953 0.0175
Si 4.1018 9.5708 31.515 -0.1783 -0.0355 0.0277
Si 9.5708 9.5708 31.515 0.0083 -0.0262 0.002
Si 2.7345 0 0.6835 0.0609 -0.0127 0.1134
Si 8.2035 0 0.6835 -0.0544 0.0665 -0.0893
Si 0 2.7345 0.6835 -0.0626 -0.0043 0.0706
Si 5.469 2.7345 0.6835 0.077 -0.0338 0.0227
Si 2.7345 5.469 0.6835 -0.0375 0.1759 -0.1407
Si 8.2035 5.469 0.6835 0.0673 -0.067 0.1069
Si 0 8.2035 0.6835 0.0556 -0.1117 -0.0172
Si 5.469 8.2035 0.6835 -0.0334 0.0526 0.0521
Si 4.1188 1.364 2.0558 0.0015 -0.0017 -0.0019
Si 9.5621 1.3621 2.0524 0 0.0005 0.0026
Si 1.365 4.1246 2.0365 -0.0036 0.0022 0.0004
Si 6.8472 4.088 2.059 0 -0.0005 -0.0014
Si 4.1031 6.8307 2.053 0.0007 -0.0007 0.0025
Si 9.576 6.8395 2.0521 -0.0002 0.0004 -0.0021
Si 1.3772 9.5554 2.0512 0.0016 -0.001 -0.0019
Si 6.8257 9.5953 2.0492 -0.0021 0.0024 0.0016
Si -0.0093 -0.0255 3.3885 0.0031 0.0022 0.0047
Si 5.4866 0.0179 3.4695 -0.0033 0.0015 -0.0036
Si 2.7717 2.79 3.3647 -0.0003 -0.0071 0.0072
Si 8.1892 2.7032 3.4503 0.0008 0.0046 -0.0037
Si 0.0168 5.485 3.4331 -0.0021 0.0005 -0.003
Si 5.4804 5.4699 3.4068 0.0025 0.0003 0.0025
Si 2.7652 8.213 3.4448 -0.005 0.001 -0.0046
Si 8.2039 8.2325 3.3796 0.0025 -0.0039 0.0043
Si 1.3855 1.4026 4.6324 -0.0019 0.0024 -0.0099
Si 6.8399 1.3587 4.906 0.0004 -0.0033 0.0055
Si 4.1509 4.0949 4.802 -0.0005 0.0027 -0.0078
Si 9.5693 4.0945 4.7618 0.0009 -0.0023 0.0018
Si 1.4067 6.8423 4.8173 0.0029 -0.0008 0.0019
Si 6.8186 6.8982 4.7274 -0.0031 0.0013 -0.0081
Si 4.1285 9.5867 4.8442 0.0042 0.0008 0.0057
Si 9.5513 9.561 4.7885 -0.0014 0.0012 -0.0084
Si 2.7398 0.124 6.0567 0.004 -0.0024 -0.0048
Si 8.2015 -0.0507 6.2635 -0.0045 0.005 -0.0026
Si 0.0207 2.6853 6.0438 -0.0027 0.002 -0.0024
Si 5.4696 2.7378 6.2894 0.0033 -0.005 -0.0038
Si 2.81 5.4892 6.1757 -0.0028 0.0047 -0.0024
Si 8.1658 5.4948 6.0372 0.0032 -0.0044 -0.0033
Si 0.0057 8.1999 6.1533 0.0024 -0.0039 -0.003
Si 5.5209 8.2323 6.2315 -0.0041 0.0034 -0.0032
Si 3.8283 1.588 7.5981 -0.0007 -0.0004 0.0137
Si 9.8312 1.1527 7.4517 -0.0005 0.0033 0.008
Si 1.6226 3.8156 7.3089 -0.005 0.0002 0.01
Si 6.6418 4.4327 7.4728 0.0034 0.0026 0.0127
Si 4.3957 6.6462 7.5464 -0.0005 0.0029 0.0091
Si 9.3546 6.965 7.4007 0.002 -0.0036 0.0141
Si 1.1341 9.934 7.2895 0.0008 0.0002 0.0117
Si 7.1511 9.2426 7.6662 -0.0029 0.001 0.0162
O 8.3024 8.1031 7.9213 0.0001 0.0007 -0.0084
O 2.7084 2.7507 7.9498 0.0024 -0.0025 -0.0058
O 9.4402 1.4848 24.354 -0.0167 0.0146 0.0071
O 0.0215 0.0386 7.9575 -0.0001 0.0003 -0.0056
O 5.5157 5.5222 8.0326 0.0005 -0.0011 -0.005
O 6.8212 9.5275 24.2096 -0.0018 0.0034 0.0044
O 1.4183 4.101 24.1935 0.0013 0.0064 0.0106
O 3.8488 7.3993 8.9357 0.0014 -0.0015 -0.0034
O 0.8156 4.3966 8.6048 0.0011 -0.0002 -0.0033
O 9.8031 6.1835 8.7906 -0.0028 0.0019 -0.005
O 2.1136 9.4042 8.494 -0.0017 0.0028 -0.0049
O 7.5052 3.946 8.7929 -0.0031 0.0028 -0.0058
O 4.2577 0.9466 9.0697 -0.0024 0.0009 -0.008
O 6.7159 9.5806 9.2187 0.0012 -0.0001 -0.009
O 9.1993 1.8699 8.7971 0.0016 -0.0016 -0.0032
O 7.6446 3.3114 23.6336 0.0019 0.0069 0.0117
O 10.5175 5.836 23.4228 -0.0003 -0.0106 0.0122
O 5.1256 0.4503 23.3767 -0.0023 -0.001 0.006
O 5.737 5.1856 23.3974 -0.0077 0.0198 -0.0102
O 3.1279 2.23 23.2831 0 0.0035 0.0023
O 2.0593 9.2665 23.5174 -0.0728 -0.0396 -0.0525
O 8.6411 7.7512 23.3967 -0.0054 0.002 0.0033
O -0.2519 10.4775 23.3694 0.1035 -0.0566 -0.0675
Si 4.4134 1.6037 22.4734 -0.006 -0.0067 -0.0086
Si 3.4714 7.9638 14.0276 0.0002 0.0001 0.0041
Si 7.0884 1.0048 14.6574 0.0004 -0.0005 0.0048
Si 0.7615 9.5324 22.534 0.0445 0.0345 0.1384
Si 1.1647 4.3401 11.8792 0.0005 -0.0009 0.0033
Si 6.2471 9.0091 15.3081 0.0002 0.0004 0.004
Si 0.658 1.4001 12.303 0 0.0004 0.0026
Si 8.5867 5.0206 20.5315 0.0054 -0.0006 -0.0014
Si 0.3163 5.7335 9.3575 0.0021 -0.0006 0.0035
Si 5.0722 3.1809 17.9337 0.0004 -0.0011 0.0023
Si 0.8488 3.7962 16.7519 -0.0004 -0.0004 0.0035
Si 10.3503 2.9091 19.2227 0.0015 -0.0043 0.001
Si 5.2676 1.2113 10.347 0.0008 0.001 0.0055
Si 0.8484 0.2579 19.8276 -0.0067 0.0031 -0.0161
Si 6.6301 9.4899 10.8572 0.0007 -0.0017 0.0062
Si 9.3082 9.741 18.3085 0.0023 0.0038 0.0051
Si 9.3755 9.2803 12.5574 0.0006 0.0003 0.0028
Si 6.5243 3.9472 22.6539 -0.0097 -0.0151 -0.0341
Si 2.4318 8.0913 9.3787 -0.0013 -0.0015 0.0048
Si 10.5625 7.4198 17.0849 -0.0008 0.0014 0.0045
Si 2.4832 6.3398 16.5826 -0.0005 0.0001 0.0034
Si 10.1586 4.5352 14.1829 -0.0002 0.0008 0.0039
Si 6.1109 9.2432 18.5038 0.0029 0.0022 0.0023
Si 7.9613 2.5943 9.5725 -0.0007 -0.0019 0.0049
Si 8.861 2.186 12.4484 0.0005 -0.0006 0.0049
Si 5.3101 6.304 18.0664 -0.0006 0.0016 0.0011
Si 3.9016 0.6206 19.4618 -0.003 -0.0028 -0.0006
Si 4.2599 3.8717 12.0417 -0.0008 0.0011 0.0032
Si 5.5274 6.6337 12.1366 -0.0003 -0.0002 0.0026
Si 7.9778 2.5576 17.2127 0.0006 -0.0006 0.0029
Si 4.3318 2.5235 14.9635 -0.0003 -0.0006 0.0035
Si 1.5074 1.2589 15.2695 -0.0008 -0.0005 0.0045
Si 1.5548 9.4447 12.0387 -0.0015 0.0013 0.0039
Si 8.0332 6.8921 13.8618 0.0003 0.0008 0.0035
Si 10.3538 9.8774 15.4783 -0.0013 -0.0002 0.0056
Si 9.8408 7.0307 22.5533 -0.0054 0.004 -0.0043
Si 8.0737 5.539 17.4268 0.001 0.0003 -0.0004
O 6.0321 7.9901 11.2899 0.0001 0.0022 -0.0015
O 5.9974 9.2527 16.8861 -0.0002 0.0001 -0.0026
O 7.6531 1.4149 13.1898 0.0005 0.001 -0.0026
O 0.8674 1.7849 13.8733 -0.0007 0.0005 -0.0026
O 9.4015 6.3027 16.9107 -0.0012 -0.0007 -0.0004
O 6.7442 6.2345 13.1371 -0.0012 -0.0002 -0.0014
O 5.1042 4.7165 18.6042 -0.0004 0.0001 0.0006
O 9.1936 2.2037 18.2634 -0.0008 0.0009 -0.0017
O 2.3409 0.1678 19.0853 0.0052 0.0011 -0.0035
O 9.3692 10.2784 16.7434 0.0002 -0.0007 -0.0034
O 2.772 4.4691 11.7006 -0.0006 0.0005 -0.0004
O 5.0364 10.3825 19.086 0.0004 0.0013 0.0002
O 9.4036 3.2883 13.4875 -0.0008 -0.0006 -0.0014
O 0.4234 1.8435 19.9456 -0.0001 0.0028 0.002
O 3.1212 1.4123 15.0794 0.0003 0.0006 -0.001
O 8.0959 5.428 19.0449 -0.0006 0.0005 0.0043
O 3.8619 6.6546 17.3968 -0.0002 0 -0.0007
O 4.5571 3.3388 16.3746 -0.0003 0.0007 -0.0009
O 9.0502 5.7155 14.317 -0.0003 0.0001 -0.001
O 5.464 2.8155 22.1695 0.0125 0.015 0.0061
O 10.6471 4.1948 15.6824 -0.0002 0 -0.0016
O 0.287 3.9363 18.2801 0.0002 0.0014 -0.0012
O 10.3964 10.596 19.1824 -0.0029 -0.0014 -0.0026
O 9.6289 10.0614 14.0143 -0.0006 0.0003 -0.0021
O 10.97 8.1303 22.1275 0.0204 0.0164 0.0096
O 1.1544 2.2102 16.5409 -0.0004 0 -0.0008
O 9.6547 3.7859 20.4154 -0.0061 0.0067 0.0052
O 8.1018 4.0911 16.6916 -0.0006 0.0001 -0.0004
O -0.0569 9.1341 11.8938 0.0008 -0.0001 -0.0003
O 6.5524 2.4687 18.0049 -0.0008 0.0008 -0.0004
O 5.5672 10.7452 11.1932 -0.0003 0.001 -0.0016
O 7.7212 9.6531 18.8336 -0.002 -0.0007 -0.0003
O 10.0084 1.0608 12.0658 -0.0007 0.0001 -0.0004
O 1.2971 6.9851 9.0696 -0.0001 0.0009 -0.0007
O 0.6106 4.8022 13.3493 0.0005 0 -0.0016
O 5.6765 7.684 18.9799 -0.0013 -0.0006 0.0002
O 5.2214 5.1185 11.517 -0.0002 -0.0003 -0.0008
O 2.6943 7.0227 15.1174 -0.0001 0.0005 -0.0017
O 0.8985 2.7737 11.4711 -0.0002 0.0008 -0.0003
O 0.8325 10.7283 15.5575 0 0.0006 -0.0018
O 2.395 8.619 10.911 0.0012 -0.001 -0.0042
O 4.6829 2.4629 11.2671 0.0006 -0.0021 -0.0021
O 4.2267 3.545 13.672 -0.0001 0.0009 -0.0027
O 2.1708 4.7298 16.5016 -0.0001 0.0005 -0.0003
O 10.6725 8.29 15.6978 0.0002 0.0002 -0.0015
O 6.9114 10.3356 14.6602 0 0.0006 -0.0014
O 2.3213 8.9838 13.4231 -0.0008 0.0005 -0.0019
O 7.997 1.5812 15.8994 -0.0007 0 -0.0021
O 4.1118 7.0263 12.8571 0.0006 -0.0005 -0.0015
O 4.1434 2.0736 18.7147 0.0011 0.0017 0.0002
O 7.2628 4.5569 21.3517 -0.0012 0.0015 0.0062
O 8.4024 2.9613 11.0945 -0.0011 0.001 -0.0041
O 1.1533 6.9177 17.3619 0.0008 -0.0005 -0.0015
O 5.6164 1.6045 14.7543 -0.0005 0.0006 -0.0013
O 8.1161 9.7915 11.5779 -0.0025 0.0006 -0.0022
O 9.2449 6.3441 21.2096 -0.0049 -0.0085 0.0009
O 8.9399 7.7508 12.8446 -0.0001 0.0006 -0.0012
O 1.6331 0.1527 11.8866 -0.0001 -0.0002 0.0001
O 6.6161 6.2099 17.0635 0.0005 -0.0002 -0.0001
O 7.3789 7.8472 15.0308 0.0003 -0.0005 -0.0014
O 1.1496 10.3851 21.2109 -0.0009 -0.0268 0.0547
O 10.0096 8.2669 18.3564 0.0001 -0.001 -0.0013
O 3.9659 0.9129 21.0732 0.0013 0.0042 0.0051
O 0.3166 5.358 10.9269 -0.0013 0.0015 -0.0033
O 6.6867 1.5982 9.642 0.0005 0.0007 -0.0012
O 4.7585 8.7459 14.6748 -0.0009 0 -0.0013

Results
free energy: -135405.333 eV
free energy less fixed offsets of O -568.88, P -755.39, Si -635.61 eV per atom: 0.677 eV

The program warned: the cutoff lies below the one the program advises for these potential files; the forces do not sum to zero within the program's tolerance; the exchange-correlation potential is rough where the density is thin.
